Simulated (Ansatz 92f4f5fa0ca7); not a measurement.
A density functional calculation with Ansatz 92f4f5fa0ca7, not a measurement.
Periodic cell of 227 atoms, Si134O92H1, from a study of silicon, its oxide and their interface. The atomic structure is a simulated model.
Doubt: the cutoff is far below the 930 eV that the study's wrapper takes by default for these files, so forces and energies are approximate.
This geometry differs little from another in the collection (a relaxation step or a small displacement).

Settings
functional: PBE
potential files: Ansatz PAW
basis: plane waves
wave-function cutoff: 580 eV
density cutoff ratio: 5
exchange-correlation grid ratio: 1
k mesh: 1 x 1 x 1, Gamma-centred
self-consistency stop: 5e-08 eV per atom in the density residual
occupations: fixed
spin: none
net charge: +1 e, with a uniform compensating background and no finite-size correction

Cell vectors (angstrom)
a, 10.938, 0, 0
b, 0, 10.938, 0
c, 0, 0, 32.0351

Atoms and the computed forces on them: element, x, y, z (angstrom), force x, y, z (eV/angstrom)
Si, 0.2602, -0.2072, 24.5106, 0.0047, -0.007, -0.0303
Si, 5.9233, -0.1212, 24.4427, 0.0052, -0.011, -0.0419
Si, 2.2959, 2.9707, 24.757, -0.0135, 0.0131, -0.0318
Si, 7.782, 3.064, 24.7706, -0.0103, 0.0095, -0.0373
Si, 0.1105, 5.3116, 24.6453, 0.0074, -0.0066, -0.0037
Si, 5.5884, 5.3863, 24.6005, 0.0152, 0.0039, -0.0206
Si, 2.4524, 8.4379, 24.4773, -0.002, 0.0019, -0.0001
Si, 7.9172, 8.3159, 24.3814, -0.001, -0.0056, -0.0274
Si, 1.2915, 1.3036, 25.9982, -0.0009, 0.0009, 0.0165
Si, 6.839, 1.3477, 26.0218, -0.0007, 0.001, 0.0274
Si, 4.007, 4.153, 25.8735, -0.0011, 0.0016, 0.018
Si, 9.4738, 4.1749, 25.949, 0.0127, 0.0042, 0.0127
Si, 1.3405, 6.8943, 25.8949, 0.0011, 0.0033, 0.0034
Si, 6.7814, 6.9101, 25.9091, -0.0054, 0.0015, 0.0063
Si, 4.1256, 9.6592, 25.6657, -0.0059, 0.0005, 0.0062
Si, 9.5409, 9.5226, 25.708, 0.0064, -0.0035, 0.0134
Si, 2.7842, -0.0121, 27.2315, 0.0004, -0.0035, -0.0028
Si, 8.27, -0.0417, 27.2442, -0.008, 0, -0.0005
Si, -0.0719, 2.7527, 27.2759, 0.0019, 0.0076, -0.005
Si, 5.3955, 2.7609, 27.2594, 0.0009, 0.0018, -0.0031
Si, 2.7066, 5.5232, 27.2689, -0.0039, -0.0034, -0.0072
Si, 8.1468, 5.5486, 27.2915, 0.002, -0.001, -0.0027
Si, -0.0575, 8.2304, 27.2257, 0.0041, 0.0028, -0.0083
Si, 5.3963, 8.2817, 27.2088, 0.0077, 0.0028, -0.0033
Si, 4.1018, 1.3673, 28.6169, -0.1257, -0.0198, 0.2276
Si, 9.5708, 1.3673, 28.6169, -0.0498, -0.1699, 0.3216
Si, 1.3673, 4.1018, 28.6169, -0.1484, 0.0711, -0.0498
Si, 6.8362, 4.1018, 28.6169, -0.2599, 0.0577, 0.0025
Si, 4.1018, 6.8362, 28.6169, -0.0463, 0.3606, 0.0012
Si, 9.5708, 6.8362, 28.6169, -0.025, 0.26, 0.2314
Si, 1.3673, 9.5708, 28.6169, 0.0472, -0.0568, -0.2874
Si, 6.8362, 9.5708, 28.6169, -0.0282, 0.0329, -0.2183
Si, 0, 0, 29.9841, 0.0867, 0.1431, -0.0108
Si, 5.469, 0, 29.9841, 0.1162, 0.0845, -0.0103
Si, 2.7345, 2.7345, 29.9841, -0.0496, -0.0858, -0.0177
Si, 8.2035, 2.7345, 29.9841, -0.0437, -0.141, -0.0232
Si, 0, 5.469, 29.9841, 0.0309, -0.0376, -0.0095
Si, 5.469, 5.469, 29.9841, 0.0414, 0, -0.0107
Si, 2.7345, 8.2035, 29.9841, -0.0034, -0.1085, 0.0015
Si, 8.2035, 8.2035, 29.9841, -0.0079, -0.0843, 0.0092
Si, 1.3673, 1.3673, 31.3514, -0.011, -0.0034, 0.0113
Si, 6.8362, 1.3673, 31.3514, -0.0456, 0.0536, -0.0016
Si, 4.1018, 4.1018, 31.3514, -0.0301, 0.0386, -0.0266
Si, 9.5708, 4.1018, 31.3514, -0.0038, 0.0557, -0.0397
Si, 1.3673, 6.8362, 31.3514, -0.0162, 0.0246, -0.0136
Si, 6.8362, 6.8362, 31.3514, 0.0164, -0.0035, -0.0042
Si, 4.1018, 9.5708, 31.3514, -0.0736, 0.0181, -0.0376
Si, 9.5708, 9.5708, 31.3514, -0.0237, 0.0013, -0.0295
Si, 2.7345, 0, 0.6835, 0.0755, -0.0078, 0.0185
Si, 8.2035, 0, 0.6835, 0.0348, 0.0219, 0.0218
Si, 0, 2.7345, 0.6835, -0.0126, -0.0143, 0.0139
Si, 5.469, 2.7345, 0.6835, 0.0231, -0.0447, 0.0276
Si, 2.7345, 5.469, 0.6835, -0.0148, -0.0164, 0.024
Si, 8.2035, 5.469, 0.6835, 0.0318, -0.0503, 0.0103
Si, 0, 8.2035, 0.6835, 0.0388, -0.0625, 0.0213
Si, 5.469, 8.2035, 0.6835, 0.0103, -0.0217, 0.0094
Si, 4.1018, 1.3673, 2.0507, -0.0761, 0.0573, -0.0491
Si, 9.5708, 1.3673, 2.0507, 0.0425, 0.0269, 0.0497
Si, 1.3673, 4.1018, 2.0507, -0.0202, -0.0035, 0.0611
Si, 6.8362, 4.1018, 2.0507, -0.0091, 0.0865, -0.0192
Si, 4.1018, 6.8362, 2.0507, 0.0008, 0.0237, 0.0573
Si, 9.5708, 6.8362, 2.0507, -0.0777, -0.0094, -0.0379
Si, 1.3673, 9.5708, 2.0507, -0.0371, 0.0536, -0.0436
Si, 6.8362, 9.5708, 2.0507, 0.0026, -0.0169, 0.0533
Si, 0, 0, 3.418, 0.2336, -0.0457, -0.2763
Si, 5.469, 0, 3.418, 0.0145, 0.1668, 0.2393
Si, 2.7345, 2.7345, 3.418, 0.2284, -0.3719, -0.2793
Si, 8.2035, 2.7345, 3.418, -0.1333, -0.0131, 0.2812
Si, 0, 5.469, 3.418, -0.2496, -0.0703, -0.0045
Si, 5.469, 5.469, 3.418, 0.3225, -0.109, 0.0122
Si, 2.7345, 8.2035, 3.418, 0.1524, 0.1902, 0.0992
Si, 8.2035, 8.2035, 3.418, 0.0721, -0.288, -0.167
Si, 1.436, 1.3024, 4.7673, 0.002, -0.0026, 0.0077
Si, 6.8476, 1.3527, 4.8422, -0.0026, 0.0003, 0.0033
Si, 4.1773, 4.0102, 4.7473, -0.0046, -0.002, 0.003
Si, 9.5688, 4.0887, 4.8148, -0.0027, 0.0033, 0.0029
Si, 1.3731, 6.8258, 4.7487, 0.001, -0.0009, 0.0048
Si, 6.8803, 6.808, 4.8068, 0.0033, 0.007, 0.0014
Si, 4.1225, 9.5828, 4.8239, 0.0023, 0.0009, 0.0031
Si, 9.6054, 9.5419, 4.7354, -0.0022, -0.0004, 0.0124
Si, 2.7867, -0.0117, 6.271, -0.0067, 0.0026, -0.0018
Si, 8.2537, -0.0683, 6.1252, 0.0082, -0.0042, -0.0026
Si, 0.0428, 2.6614, 6.0666, 0.0078, -0.0008, -0.0003
Si, 5.4831, 2.6896, 6.294, -0.0003, 0.0012, -0.0022
Si, 2.7641, 5.3983, 5.9683, 0.0023, -0.0023, 0.0002
Si, 8.2361, 5.4412, 6.2683, -0.0036, -0.0056, -0.0017
Si, 0.0586, 8.2217, 6.1194, -0.0018, 0.0052, -0.0056
Si, 5.5287, 8.232, 6.156, -0.0032, -0.0055, 0.0022
Si, 3.8311, 1.6194, 7.6795, -0.0053, 0.0028, 0.0045
Si, 9.9132, 1.0268, 7.3644, -0.0029, -0.0112, -0.0004
Si, 1.6168, 3.8593, 7.3046, 0.0056, -0.002, -0.0012
Si, 6.5296, 4.3855, 7.5846, 0.0039, -0.0021, -0.0054
Si, 4.2763, 6.596, 7.2512, -0.0032, 0.0137, -0.0376
Si, 9.4487, 7.1097, 7.4612, -0.0059, 0.0109, 0.0093
Si, 1.2039, 9.7227, 7.5593, -0.0059, 0.0102, -0.0076
Si, 7.1654, 9.3026, 7.521, 0.0046, 0.0009, -0.0006
O, 5.4002, 5.5522, 7.8173, 0.0172, -0.0157, 0.0031
O, 0.0669, -0.0755, 7.9664, -0.0015, 0.0031, 0.0014
O, 2.7052, 2.7973, 7.9416, -0.0002, 0.0017, -0.0005
O, 8.2815, 8.1658, 7.9588, 0.0038, -0.0076, -0.001
O, 1.3567, 9.5917, 23.9731, -0.0015, 0.0012, 0.003
O, 6.6485, 4.1615, 24.2484, -0.0018, 0.0013, 0.009
O, 6.9027, 9.5713, 23.9006, -0.0054, -0.0011, 0.0145
O, 2.7619, 2.3804, 23.2688, 0.0012, 0.0009, 0.0055
O, 6.6527, 9.9415, 8.9555, -0.0003, -0.0016, -0.0051
O, 0.9395, 4.6042, 8.5899, -0.0028, -0.001, -0.004
O, 1.7717, 9.0795, 8.986, -0.0061, 0.0071, -0.0038
O, 6.7904, 3.9389, 9.1614, -0.0009, 0.0001, -0.0031
O, 10.2867, 6.7071, 8.8405, -0.0027, 0.0006, -0.0059
O, 4.2121, 1.1067, 9.2103, -0.0006, 0.0014, -0.0091
O, 3.429, 7.0962, 8.5431, -0.0004, -0.0123, 0.0142
O, 9.2025, 1.7262, 8.6687, 0.0012, 0.0005, -0.0016
O, 5.7701, 0.9746, 23.1475, -0.0029, -0.0018, -0.0034
O, 8.2161, 2.4237, 23.2864, 0.0003, 0.0066, -0.0149
O, 12.0362, 4.032, 24.337, 0.0027, -0.0053, 0.0053
O, 5.1774, 6.1605, 23.165, 0.0025, -0.0034, 0.0043
O, 8.3541, 7.4043, 23.0265, -0.0044, 0.0038, 0.0052
O, 8.1375, 4.005, 18.9262, 0.0012, 0.0022, -0.0009
O, 2.9565, 7.6335, 23.1131, 0.0007, -0.0003, -0.0038
O, 10.6755, 0.674, 23.2037, 0.0001, -0.0012, 0.0056
Si, 7.1132, 10.3505, 10.4698, 0.0012, 0.0005, 0.0007
Si, 4.5469, 12.0212, 10.8147, 0.002, 0.0006, 0.0013
Si, 7.9446, 4.9881, 17.6091, -0.0007, -0.0006, -0.0063
Si, -0.2111, 7.3404, 19.7501, -0.0006, 0.002, -0.0017
Si, 4.1399, 13.4862, 15.3234, -0.0012, -0.0004, -0.004
Si, 0.2692, 1.1363, 17.5932, -0.0011, 0.0021, -0.0077
Si, 12.7136, 1.977, 19.8764, -0.002, -0.0011, -0.0019
Si, 5.6539, 1.7457, 21.7474, -0.0158, -0.0303, 0.0086
Si, 7.1138, 3.4206, 15.0555, 0.0024, 0.0002, -0.0052
Si, 3.7315, -2.1572, 18.1478, -0.0006, 0.001, -0.0033
Si, 4.3233, 0.2416, 19.4206, -0.0028, -0.0017, 0.0049
Si, 8.0017, 4.0556, 10.2413, 0.0037, -0.0012, 0.0033
Si, 9.1895, 1.4861, 10.2762, 0.0027, -0.0013, 0.002
Si, 10.6575, 5.2318, 9.4371, 0.0034, -0.0032, 0.0032
Si, -0.1875, 6.9312, 13.8597, 0.0001, 0.0016, -0.0029
Si, 5.9127, 6.9896, 17.3704, -0.0001, 0.0017, -0.006
Si, 10.5031, 1.0586, 21.6445, 0.0014, -0.003, 0.0008
Si, 2.742, 7.9627, 9.6987, -0.0054, 0.0128, 0.0154
Si, 7.0215, -0.0399, 18.0515, 0.0019, 0.0034, -0.0051
Si, 6.9482, 2.909, 19.1427, -0.0114, -0.0044, 0.0067
Si, 14.0633, 3.4232, 22.0721, -0.007, -0.0023, 0.0037
Si, 11.3783, 1.3272, 12.3158, -0.0013, 0.0028, 0.0008
Si, 7.5435, -2.06, 15.7531, 0.0015, 0.0007, -0.0066
Si, 9.9847, 2.4189, 14.902, 0.0033, 0.0057, -0.004
Si, 2.5964, 10.7394, 16.03, -0.0005, 0.0006, -0.0058
Si, 1.2023, -1.3805, 13.4086, -0.001, 0.0006, -0.001
Si, 7.8259, 5.7499, 12.9283, 0, 0.0009, 0.0005
Si, -1.448, 10.2158, 19.5575, 0.0017, -0.0017, -0.0021
Si, 8.4919, 3.1996, 21.9024, -0.0009, -0.0191, 0.0106
Si, 9.9299, -3.9821, 16.6912, 0.0018, 0.0019, -0.0067
Si, 3.7442, 6.4023, 22.3981, -0.0032, 0.0016, 0.0019
Si, 1.5257, 5.7438, 11.6774, -0.0023, -0.0026, -0.0005
Si, 4.3426, 15.3307, 17.8792, 0.0005, -0.0017, -0.0042
Si, 3.8228, 9.3728, 12.0374, 0.0007, -0.0006, -0.0006
Si, 9.2138, 6.2278, 22.2578, 0.0095, 0.0028, 0.0048
Si, 2.7186, 6.408, 19.5522, -0.0009, 0.0008, -0.0018
Si, 3.0691, 3.1805, 12.4511, -0.0006, -0.0005, 0.0007
Si, 6.6332, -2.367, 12.9081, 0.0005, 0.0006, -0.0007
O, 7.9198, -0.9634, 19.0872, -0.0005, 0.0012, -0.0009
O, -0.4815, 8.9474, 19.9078, -0.0002, -0.0009, -0.0023
O, 13.9177, 4.9619, 22.5524, 0.0012, 0.0004, -0.0029
O, 10.49, 1.7451, 16.2984, 0.0018, -0.0007, 0.0019
O, 2.7413, 7.5158, 18.3509, -0.0001, 0.0002, 0.0015
O, 3.9421, 8.6316, 10.5884, 0.0003, 0.0008, 0.0018
O, 8.2139, 2.6089, 10.9596, -0.0012, 0.0021, -0.0004
O, -0.7761, 0.1582, 18.3655, -0.0011, 0.0007, 0.0003
O, 7.1695, 9.0574, 11.4574, -0.0002, -0.0008, -0.0007
O, 5.3863, 0.0526, 18.1912, 0.0013, 0.0013, 0.0023
O, 3.5361, -1.177, 19.4581, 0.0015, 0.0015, -0.0024
O, -0.0576, 8.5348, 13.5621, 0.0005, 0.0004, 0
O, 4.272, 13.4708, 11.536, 0.0011, -0.0006, -0.0018
O, 0.0502, 6.7583, 15.4838, -0.0003, -0.0007, -0.0008
O, 7.838, 5.1857, 11.4017, -0.001, -0.0007, -0.0036
O, 3.1479, 4.9547, 18.8694, 0.0008, 0, -0.0003
O, 9.2962, 4.375, 9.3065, 0.0006, 0.002, -0.0017
O, 0.793, 2.3211, 18.6198, 0.0004, 0.0001, 0.0009
O, -2.002, 8.195, 16.3051, -0.0008, 0.0005, 0.0017
O, 4.6902, 3.0397, 21.7009, 0.0018, 0.0031, -0.0033
O, -5.8541, 9.0624, 13.0234, 0.0002, 0.0002, 0.0002
O, 14.3877, -1.4299, 16.7117, 0.0006, -0.0001, 0.0022
O, 1.7554, 13.1837, 12.3944, -0.0018, -0.0014, -0.0005
O, 5.2965, 0.5923, 20.6809, 0.0109, 0.0217, 0.01
O, -0.2631, 1.6573, 10.8956, -0.0003, 0.0008, -0.0004
O, 7.2011, 6.3401, 18.1491, 0.0002, 0, 0.0006
O, 7.307, 10.2955, 16.5628, 0, 0, 0.001
O, 0.1597, 5.1566, 10.9999, 0.0012, 0.001, -0.0024
O, 12.575, -0.7186, 14.8372, -0.0003, 0.0003, 0.0001
O, 9.6206, -4.2745, 20.7419, -0.0013, 0.0001, -0.0002
O, 6.7326, 6.9517, 12.9853, -0.0002, 0.0009, 0.0006
O, 6.0894, 11.5149, 10.9892, -0.0009, 0.001, -0.0004
O, 3.4653, 14.226, 14.0417, -0.001, 0.0018, -0.0018
O, -1.5571, 0.0933, 20.9663, -0.0002, 0.0022, -0.0002
O, 8.3558, 2.391, 14.9813, -0.0005, 0.0007, 0.0001
O, 5.246, 8.1608, 18.2701, -0.0004, 0.0001, -0.0002
O, 5.7471, 13.4762, 15.0138, 0.0012, -0.0004, 0.0015
O, 14.1492, 1.4138, 19.3205, 0.0031, -0.0014, -0.0008
O, 9.2831, -4.5837, 13.4083, 0.0006, 0.0005, 0.0005
O, 8.6275, -0.0063, 10.5596, -0.0006, 0.0007, -0.0012
O, 1.2044, -4.3302, 20.1667, 0.0006, 0.0004, -0.0019
O, 2.5233, 8.8102, 12.8331, -0.0004, 0, -0.0004
O, 6.387, 7.7296, 16, -0.0009, -0.0008, 0.0025
O, -0.3447, 7.1384, 18.1457, 0.0001, -0.0006, 0.0027
O, 1.9315, 6.9767, 10.7025, -0.0035, -0.0006, 0.0045
O, 4.9041, 5.7351, 17.1212, 0.0014, 0, 0.0011
O, 7.2757, 4.5779, 13.9296, -0.0001, 0.0001, 0.002
O, 3.5788, 11.9543, 15.5263, -0.0001, -0.0003, 0.0013
O, 3.7942, 6.692, 20.7783, 0.001, -0.0007, -0.0008
O, 10.4025, 12.5146, 13.5947, 0, -0.0011, -0.0007
O, 7.0742, 4.1268, 16.546, 0.0003, 0.002, 0.0027
O, 11.709, -0.2549, 12.3367, 0.0014, -0.0019, -0.0006
O, 11.9343, 0.9161, 20.8596, -0.0013, 0.0006, -0.0011
O, -1.659, 5.4428, 16.8265, -0.0025, -0.0013, 0.0042
O, 10.648, 3.8957, 14.7413, -0.0072, 0.0145, 0.0228
O, 13.0692, 3.2663, 20.7979, 0.0025, 0.0024, 0
O, 7.0912, 2.5724, 20.9235, 0.0154, 0.0124, -0.0155
O, 7.3903, 12.4899, 18.3783, -0.002, 0.0003, -0.0007
O, 12.0152, 6.1965, 13.1708, 0.0001, 0.0004, 0.0005
O, 8.381, 4.8055, 21.9863, -0.007, 0.0009, -0.0072
O, 3.6518, 10.9603, 11.6925, -0.0004, 0.0004, -0.0008
O, 5.4815, 3.5603, 18.8277, 0.0074, -0.0023, 0.0012
O, 1.5956, 11.2296, 17.2113, 0.0006, -0.0001, 0.0022
O, 7.5093, 9.2014, 14.1606, -0.0004, -0.0013, 0.0012
O, 2.7341, 4.6614, 11.8473, -0.001, 0.0017, -0.0011
O, 9.8986, 2.5948, 21.3638, -0.0049, 0.005, -0.0019
O, 3.8226, 3.3694, 16.726, 0.0007, 0.0007, 0.0015
O, 10.5145, 5.8884, 23.181, -0.0034, 0.0034, -0.0057
H, 10.5939, 4.4808, 15.5166, 0.0056, -0.0175, -0.029

Results
free energy: -137528.923 eV
free energy less fixed offsets of H -15.97, O -568.88, Si -635.61 eV per atom: -4.253 eV

The program warned: the cutoff lies below the one the program advises for these potential files; the forces do not sum to zero within the program's tolerance; the exchange-correlation potential is rough where the density is thin.
